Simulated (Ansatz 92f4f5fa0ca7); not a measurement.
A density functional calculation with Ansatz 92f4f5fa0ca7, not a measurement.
Periodic cell of 226 atoms, Si132O92As2, from a study of silicon, its oxide and their interface. The atomic structure is a simulated model.
Doubt: the cutoff is far below the 930 eV that the study's wrapper takes by default for these files, so forces and energies are approximate.
This geometry differs little from another in the collection (a relaxation step or a small displacement).

Settings
functional: PBE
potential files: Ansatz PAW
basis: plane waves
wave-function cutoff: 580 eV
density cutoff ratio: 5
exchange-correlation grid ratio: 1
k mesh: 1 x 1 x 1, Gamma-centred
self-consistency stop: 5e-08 eV per atom in the density residual
occupations: fixed
spin: none
net charge: 0

Cell vectors (angstrom)
a 10.938 0 0
b 0 10.938 0
c 0 0 31.9494

Atoms: element, x, y, z (angstrom)
Si 10.6508 0.0139 24.4627
Si 5.1552 -0.0002 24.6883
Si 2.9078 2.1941 24.4818
Si 8.5472 2.3816 24.5713
Si 10.7408 5.3599 24.2046
Si 5.1741 5.609 24.4191
Si 2.9615 7.91 24.3878
As 8.6604 7.6493 24.0813
Si 1.3442 1.1153 25.8401
Si 6.8157 1.3016 25.7864
Si 3.974 4.0099 25.686
Si 9.7196 3.9491 25.8348
Si 1.2241 6.7901 25.584
Si 6.8535 6.7322 25.6626
Si 4.0088 9.3896 25.9599
As 9.3794 9.5897 25.9324
Si 2.6754 -0.1595 27.2836
Si 8.1508 0.0905 27.3335
Si 0.1082 2.6281 27.2196
Si 5.4327 2.7359 27.0984
Si 2.6296 5.4422 27.047
Si 8.2199 5.3729 27.0695
Si -0.0164 8.1856 27.136
Si 5.572 8.1017 27.1457
Si 4.0903 1.3332 28.5014
Si 9.5811 1.4093 28.6123
Si 1.3994 4.0847 28.5428
Si 6.8168 4.0842 28.4886
Si 4.0929 6.7814 28.4482
Si 9.5456 6.7819 28.4719
Si 1.3055 9.4841 28.614
Si 6.8256 9.5345 28.573
Si -0.0171 -0.0097 29.932
Si 5.4607 -0.0056 29.9002
Si 2.7607 2.7187 29.8991
Si 8.1817 2.7702 29.9148
Si -0.0001 5.4576 29.8817
Si 5.4581 5.4573 29.8695
Si 2.7618 8.1539 29.8942
Si 8.2238 8.1745 29.8941
Si 1.3673 1.3673 31.2657
Si 6.8362 1.3673 31.2657
Si 4.1018 4.1018 31.2657
Si 9.5708 4.1018 31.2657
Si 1.3673 6.8362 31.2657
Si 6.8362 6.8362 31.2657
Si 4.1018 9.5708 31.2657
Si 9.5708 9.5708 31.2657
Si 2.7345 0 0.6835
Si 8.2035 0 0.6835
Si 0 2.7345 0.6835
Si 5.469 2.7345 0.6835
Si 2.7345 5.469 0.6835
Si 8.2035 5.469 0.6835
Si 0 8.2035 0.6835
Si 5.469 8.2035 0.6835
Si 4.0943 1.3808 2.0603
Si 9.5905 1.3546 2.0435
Si 1.348 4.1395 2.0526
Si 6.8234 4.1357 2.0408
Si 4.0856 6.8517 2.0421
Si 9.5642 6.8472 2.0611
Si 1.3544 9.6057 2.0534
Si 6.8222 9.6144 2.0463
Si 0.0255 0.0402 3.4701
Si 5.4801 0.0451 3.4464
Si 2.7141 2.7744 3.3976
Si 8.2476 2.784 3.3421
Si 0.0198 5.5231 3.4644
Si 5.4715 5.5286 3.4203
Si 2.7319 8.2467 3.3941
Si 8.2399 8.2938 3.3861
Si 1.372 1.464 4.8398
Si 6.9045 1.4809 4.7233
Si 4.0547 4.1598 4.748
Si 9.5954 4.0866 4.7731
Si 1.3598 6.9804 4.8346
Si 6.8361 6.9953 4.7206
Si 4.0888 9.581 4.7822
Si 9.6143 9.5895 4.8404
Si 2.7499 0.0424 6.1287
Si 8.2877 0.1309 6.0892
Si 0.0103 2.8063 6.2993
Si 5.5047 2.8427 6.0593
Si 2.7464 5.5978 6.1251
Si 8.2482 5.6027 5.9464
Si 0.0398 8.3127 6.3643
Si 5.4939 8.3075 6.2085
Si 4.4143 1.1892 7.3183
Si 9.8033 1.1607 7.6171
Si 1.1721 4.513 7.4944
Si 6.6331 4.5475 7.2325
Si 4.3183 6.711 7.5219
Si 9.7206 6.6188 7.4912
Si 1.2711 9.9509 7.6903
Si 6.7102 9.9725 7.399
O 9.5794 1.1926 23.9842
O 4.0812 6.7673 23.9208
O 4.1251 1.144 24.0544
O 9.4701 6.0635 23.4288
O -0.0312 5.5555 8.0064
O 5.5603 0.1317 7.8993
O 0.065 0.0999 8.138
O 5.5269 5.6184 7.8647
O 7.5892 3.9609 8.4199
O 8.711 7.0496 8.7466
O 2.1758 9.4673 9.022
O 8.8895 1.6878 8.9208
O 7.6043 9.4765 8.6962
O 3.6005 1.8319 8.588
O 3.5777 7.2308 8.9241
O 2.0627 4.0229 8.8036
O 8.0807 3.3693 23.3427
O 0.7598 4.7174 23.0129
O 2.0405 2.4489 23.1063
O 5.8162 4.8609 23.0945
O 5.6506 9.8443 23.5626
O 2.4548 8.6881 23.0122
O 0.163 9.9796 23.1809
O 7.7231 8.3309 22.6526
Si 8.6235 7.6689 18.4384
Si 8.7785 6.3659 13.6296
Si 3.7907 1.54 14.7217
Si 2.1229 5.7131 17.6268
Si 2.4391 3.0651 19.4105
Si 9.7994 9.0365 12.0663
Si 1.2924 9.3854 22.1036
Si 9.1642 0.9731 13.1806
Si 1.4109 5.0609 13.0185
Si 1.7797 8.2567 12.7878
Si 6.6087 9.4711 22.3072
Si 4.5191 4.6013 15.7
Si 8.2025 3.0299 9.5783
Si 0.8094 8.1877 19.2892
Si 6.9421 1.3185 21.0526
Si 8.211 8.3146 9.6628
Si 10.8854 5.2117 15.6026
Si 7.578 9.4862 16.2942
Si 9.9386 2.0191 20.2836
Si 3.2099 8.5157 9.8978
Si 6.6919 3.3332 17.3724
Si 1.1421 0.1538 19.7863
Si 3.2286 2.8247 12.2924
Si 7.1799 5.3545 19.6768
Si 5.7381 8.6748 11.5376
Si 5.7762 6.0835 13.2
Si 4.627 9.6504 17.5587
Si 1.1667 3.4102 22.1265
Si 4.933 1.4323 18.7102
Si 3.1917 3.0939 9.5117
Si 6.4512 10.8241 13.7776
Si 10.344 0.1222 15.9529
Si 5.6564 3.6689 11.1525
Si 9.8336 3.9093 11.8954
Si 2.3299 9.9258 15.5079
Si 6.0068 8.0829 19.7501
Si 6.9104 3.912 22.3494
Si 9.759 2.78 17.3575
O 7.188 6.3861 13.9725
O 1.8467 6.992 18.7129
O 10.3016 4.0481 16.5368
O 6.1638 9.9268 17.0148
O 10.1393 0.7094 14.4505
O 8.395 6.0846 18.835
O 5.1662 0.6825 14.4207
O 5.7446 2.0109 17.4275
O 8.3663 1.9237 20.5989
O 1.9687 4.2383 18.3573
O 6.9599 2.8153 10.6382
O 4.8647 2.7192 12.2157
O 6.0274 4.3909 16.3214
O 4.5591 3.9297 9.934
O 10.7639 2.6874 21.5286
O 9.7156 6.1654 14.9657
O 5.9726 6.4488 19.8672
O 4.1023 0.1126 18.2379
O 9.246 10.5602 12.2582
O 2.8448 4.3665 12.7029
O 1.8286 10.6808 21.2344
O 4.0127 2.6686 19.2577
O 0.7215 10.0446 15.9395
O 1.2737 9.732 18.849
O 1.724 1.5854 19.2325
O 8.9394 10.3902 16.4854
O 4.8418 8.4717 18.6696
O 9.5567 8.7538 10.4755
O 6.7055 4.053 18.8321
O 2.8369 1.7216 13.3947
O 5.6524 8.8493 21.1391
O 2.5368 2.4594 10.8683
O 7.5962 4.7855 21.1477
O 5.2009 7.4899 12.5547
O 0.4204 9.0722 12.4683
O 7.5731 1.0698 13.5616
O 7.1259 9.6366 14.7193
O 8.9718 5.0388 12.6934
O 8.104 8.0284 16.8968
O 6.1674 2.5334 21.8414
O 2.4441 9.0849 14.0667
O 0.4177 4.4967 11.8519
O 0.7715 8.2787 20.9649
O 9.3779 3.8493 10.3391
O 9.6485 2.3934 12.5155
O 7.5608 8.5249 19.3719
O 2.5389 8.1573 11.3425
O 3.9694 3.0607 15.3607
O 0.8196 4.4924 14.4274
O 10.0422 2.9769 18.9553
O 9.1365 7.8116 12.9413
O 10.4859 0.493 20.0146
O 6.0235 5.0545 11.933
O 8.1644 2.7595 16.9903
O 3.5312 5.4662 16.7354
O 4.656 9.1375 10.3804
O 1.516 6.6822 13.1709
O 4.7466 5.5031 14.341
O 2.1416 3.7473 20.8639
O 10.5513 1.4162 16.9277
O 0.9542 6.0764 16.5409
O 7.2788 10.9044 21.8906
O 5.9867 0.8969 19.8207
O 6.0652 10.0361 12.3908
O 2.8399 0.5461 15.5871
O 7.038 8.0111 10.7681
O 10.2091 7.975 18.718
O 3.4306 9.1737 16.5138

Results
free energy: -145946.591 eV
free energy less fixed offsets of As -4856.12, O -568.88, Si -635.61 eV per atom: 3.129 eV

Forces (eV/angstrom), in the order of the atoms: element, x, y, z
Si 0.0469 0.0198 -0.0224
Si 0.0155 0.0202 0.0378
Si 0.0168 -0.0056 -0.0395
Si 0.0061 -0.0032 0.019
Si 0.0966 0.0191 0.1238
Si -0.0404 -0.0429 -0.0415
Si -0.0207 0.0229 0.0423
As 0.0552 0.0731 0.0417
Si -0.0205 -0.0135 -0.0007
Si -0.013 0.0005 0
Si -0.0024 -0.0139 0.0124
Si -0.0349 -0.0279 0.0106
Si -0.0125 0.024 -0.0139
Si 0.1136 0.0181 -0.0498
Si -0.002 -0.0005 -0.008
As -0.051 -0.0362 0.0334
Si 0.0315 -0.0036 -0.0068
Si -0.0672 -0.0092 -0.0384
Si 0.0049 0.0493 -0.0045
Si 0.0199 -0.0298 0.0144
Si -0.0004 0.0099 0.031
Si 0.0552 -0.0445 0.0129
Si 0.0368 -0.083 -0.0095
Si -0.0401 0.1031 0.0092
Si 0.0146 0.0173 -0.0098
Si 0.0422 -0.0003 -0.0045
Si 0.0351 -0.0124 0.0266
Si -0.0074 0.0012 0.0085
Si -0.028 -0.0546 0.0056
Si -0.0106 0.0255 -0.0122
Si -0.028 0.0065 0.0427
Si 0.0341 -0.0224 0.0228
Si 0.0178 -0.0205 0.0033
Si -0.0145 -0.0055 -0.0113
Si -0.0077 0.0218 -0.012
Si -0.0403 -0.008 -0.0119
Si -0.0126 -0.011 -0.0138
Si 0.0021 -0.0003 0.0092
Si -0.0149 0.0076 -0.0121
Si 0.0088 0.0187 -0.0169
Si 0.1636 0.0443 -0.0175
Si 0.0321 0.0216 -0.0301
Si 0.1339 -0.0997 -0.0146
Si -0.0397 0.1564 0.0821
Si 0.0562 -0.1886 -0.0484
Si -0.0269 -0.0885 -0.1697
Si -0.063 -0.0681 -0.0314
Si -0.1621 -0.2188 0.1623
Si -0.0075 0.0755 0.0164
Si -0.0319 0.0636 -0.11
Si 0.0312 0.0795 0.0083
Si -0.045 0.0804 0.0788
Si -0.0835 -0.0012 -0.0724
Si 0.0325 0.1423 -0.0192
Si -0.004 0.0992 0.1032
Si 0.0365 0.1247 0.0559
Si 0.0023 -0.0009 0.0008
Si -0.0202 0.0105 0.005
Si 0.0147 -0.0057 0.0006
Si 0.024 -0.0081 0.0161
Si -0.0008 -0.0068 0.0063
Si 0.0044 -0.0064 0.0013
Si 0.0226 -0.003 0.011
Si 0.0259 0.001 0.0003
Si 0.0031 0.004 0.0179
Si -0.0047 -0.0055 0.0188
Si -0.0236 0.0047 -0.0084
Si 0.023 0.0066 -0.043
Si 0.0126 0.009 0.0272
Si -0.0144 0.0121 0.0022
Si -0.0102 0.0009 -0.0118
Si 0.0028 0.0337 -0.0194
Si -0.0064 -0.0061 -0.0107
Si -0.0135 -0.0129 0.0093
Si 0.0068 0.0074 0.0032
Si -0.0012 0.0025 -0.0017
Si -0.0143 -0.0058 -0.009
Si -0.0066 -0.0179 0.0075
Si 0.0039 0.0106 -0.0021
Si 0.0037 -0.0067 -0.0117
Si 0.0093 0.0027 0.0043
Si -0.0029 -0.0039 0.0015
Si 0.0038 0.0019 0.0013
Si -0.003 -0.0035 0.0054
Si 0.0034 0.0004 0.0029
Si -0.0006 -0.0024 0.0046
Si 0.0021 0 0.0017
Si -0.0006 0.0038 0.0054
Si -0.005 -0.0011 -0.0171
Si 0.0013 0 0.0008
Si -0.0017 -0.0071 -0.0095
Si 0.0022 0.0016 -0.0049
Si -0.0015 -0.0036 -0.0121
Si -0.0035 0.0009 -0.0089
Si -0.0011 -0.0055 -0.0176
Si -0.0018 -0.0004 -0.0114
O 0.019 -0.0439 0.0216
O 0.0209 -0.0001 0.0019
O -0.0164 -0.0056 0.0174
O -0.1994 -0.0323 -0.079
O -0.003 -0.0025 0.0016
O 0.0025 -0.001 0.0061
O -0.0038 0.0012 0.0022
O 0.0038 -0.004 0.0014
O 0.0041 -0.0074 0.0069
O -0.0033 0.0038 0.0085
O 0.005 -0.0039 0.0096
O -0.0007 -0.0003 0.0018
O 0.0011 -0.004 0.006
O -0.0016 0.0021 0.0045
O -0.0004 0.0008 0.0025
O 0.0037 -0.0022 0.0074
O 0.0016 0.0529 -0.0288
O 0.0128 -0.0095 -0.0107
O 0.0054 -0.0022 -0.0011
O 0.0039 0.0186 0.0099
O 0.0073 -0.0152 0.0028
O -0.0054 0.0029 -0.0245
O -0.0038 0.0365 -0.0093
O -0.0362 -0.0278 -0.0236
Si -0.007 0.0052 0.0132
Si -0.0013 -0.0017 0.0005
Si -0.0005 -0.0038 0.0022
Si 0.0015 -0.0041 -0.0004
Si -0.0008 -0.0072 0.0041
Si -0.001 -0.0021 0.0004
Si -0.0123 -0.0067 0.0218
Si -0.0003 -0.0007 0.0009
Si 0.0008 -0.0027 0.0009
Si -0.0001 -0.001 0.0003
Si 0.0277 0.0152 -0.0061
Si 0.0024 -0.0017 0.0025
Si -0.0007 -0.0003 -0.0066
Si -0.0031 0.0014 0.0064
Si 0.0053 -0.0179 0.0105
Si 0.0009 -0.0043 -0.006
Si 0.0002 0.0001 0.002
Si -0.0031 -0.0025 0.0011
Si -0.0042 -0.007 -0.0008
Si -0.0041 0.0006 -0.0054
Si -0.0015 -0.0015 0.0024
Si -0.0011 0.0013 0.0078
Si -0.0005 -0.0019 0
Si -0.0102 0.0028 -0.0041
Si 0.001 -0.0018 0.0001
Si 0.0008 -0.0019 0.0002
Si 0.0009 -0.0052 0.0037
Si 0.0164 -0.0187 -0.0059
Si -0.0003 -0.0051 0.0026
Si -0.004 -0.0012 -0.0061
Si 0.0003 -0.0033 0.0021
Si -0.0003 -0.0029 0.0018
Si 0.0013 -0.0018 -0.0017
Si -0.0013 -0.0018 -0.0013
Si 0.0006 -0.0016 0.0033
Si 0.0043 0.0043 0.0077
Si -0.0032 -0.016 -0.007
Si -0.0004 -0.0026 0.0007
O -0.0003 -0.0023 -0.0018
O -0.0002 -0.004 -0.002
O -0.0018 -0.0003 -0.0022
O 0.0038 -0.0028 -0.0041
O 0.0006 -0.0028 -0.0011
O 0.0024 -0.0016 0.0023
O -0.0014 -0.0006 -0.0012
O -0.0019 -0.0024 -0.0014
O -0.0034 -0.0029 0.002
O -0.0018 0.0033 -0.0035
O -0.0035 -0.0007 0.001
O -0.0009 -0.0025 -0.0008
O -0.0021 -0.0011 -0.0037
O 0.0018 0.0001 0.0016
O -0.0037 0.0031 -0.0003
O 0.0026 -0.0037 0.0004
O 0.0022 -0.01 -0.0035
O 0.0012 -0.0006 -0.0017
O -0.0001 -0.0009 -0.0013
O -0.0011 -0.0008 -0.0009
O -0.0016 0.0005 -0.0078
O -0.002 -0.0012 -0.0015
O -0.0003 -0.0011 -0.0022
O -0.0005 -0.0037 -0.002
O -0.0004 -0.0038 -0.0013
O -0.0005 -0.0025 -0.003
O -0.0031 -0.002 -0.0105
O 0.001 -0.0003 0.0024
O 0.0032 0.0015 0.0028
O 0.0007 -0.0005 -0.0021
O -0.037 -0.0003 -0.0285
O -0.0009 -0.0018 0.0042
O 0.003 -0.0041 0.013
O -0.0004 -0.0022 -0.0009
O 0.0011 -0.0022 -0.0014
O -0.0005 -0.0021 -0.0017
O 0.0004 -0.001 -0.0007
O -0.0009 0.0005 0.0001
O 0.0004 -0.002 0.001
O 0.0023 0.0079 -0.0039
O 0.0004 -0.0008 -0.0023
O 0.0008 -0.0006 0
O -0.0007 -0.0103 -0.0051
O 0.0022 0 0.0037
O -0.0002 -0.003 -0.0005
O 0.0062 -0.0075 -0.0077
O -0.0021 -0.0017 0.0029
O -0.0009 -0.0008 -0.0016
O -0.0007 -0.0017 -0.0008
O 0.0003 -0.0005 -0.0012
O -0.0003 -0.0025 -0.0012
O 0.0034 -0.0017 -0.0028
O -0.001 0.0002 0.0002
O 0.0016 -0.0021 -0.0014
O -0.0012 -0.001 -0.0004
O 0.0012 -0.0012 0.0011
O 0.0003 -0.0014 -0.0018
O -0.0007 -0.0028 -0.0003
O -0.0036 0.0024 0.0049
O 0.0006 -0.0008 -0.0019
O -0.0029 -0.0047 -0.0029
O -0.0086 0.0089 -0.0051
O -0.0009 0.0031 -0.0032
O 0.0004 -0.0004 -0.001
O -0.0006 0 -0.002
O -0.0036 -0.0009 0.0009
O -0.0015 -0.0024 0.0008
O -0.0003 -0.0007 -0.0031

The program warned: the cutoff lies below the one the program advises for these potential files; the exchange-correlation potential is rough where the density is thin.
